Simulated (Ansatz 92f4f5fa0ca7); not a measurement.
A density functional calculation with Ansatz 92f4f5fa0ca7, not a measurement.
Periodic cell of 184 atoms, Si120O64, from a study of silicon, its oxide and their interface. The atomic structure is a simulated model.
This geometry differs little from another in the collection (a relaxation step or a small displacement).

Settings
functional: r2SCAN
potential files: Ansatz PAW
basis: plane waves
wave-function cutoff: 800 eV
density cutoff ratio: 5
exchange-correlation grid ratio: 1
k mesh: 1 x 1 x 1, shifted by 0.5 0.5 0 of a step
self-consistency stop: 1e-10 eV per atom in the density residual
occupations: fixed
spin: none
net charge: 0

Cell vectors (angstrom)
a  10.888  0  0
b  0  10.888  0
c  0  0  27.1529

Atoms and the computed forces on them: element, x, y, z (angstrom), force x, y, z (eV/angstrom)
Si  0.3084  -0.0437  0.0487  -0.0004  -0.0002  -0.0003
Si  3.0184  2.6794  0.142  -0.0004  -0.0002  0.0004
Si  -0.2865  5.904  -0.0165  -0.0002  0.0002  -0.0001
Si  2.5135  8.6251  0.0386  0.0003  0.0002  0.0004
Si  5.1364  0.3449  0.1574  -0.0002  -0.0002  0
Si  7.8417  3.0764  0.1401  0.0003  0.0002  -0.0005
Si  5.8559  5.4599  0.1656  -0.0004  0.0002  -0.0018
Si  8.459  8.24  -0.0276  0.0005  0.0004  -0.0008
Si  1.416  1.5131  1.3989  -0.0006  -0.0001  -0.0001
Si  4.1681  4.2892  1.371  -0.0005  0  -0.0002
Si  1.3575  6.9682  1.2811  -0.0004  0  -0.0003
Si  4.0368  9.6623  1.4733  0.0001  -0.0002  -0.0002
Si  6.752  1.4783  1.4357  0  -0.0004  0.0009
Si  9.5333  4.2303  1.3037  -0.0003  -0.0002  -0.0001
Si  6.9494  7.0417  1.4254  0.0001  0.0001  0.0014
Si  9.6112  9.7065  1.3684  -0.0004  0.0002  0
Si  -0.0222  2.8383  2.6808  -0.0003  0  0.0001
Si  2.7059  0.1327  2.8343  -0.0002  -0.0001  0.0004
Si  0.0182  8.2722  2.7408  -0.0003  -0.0003  0.0002
Si  2.706  5.5795  2.6597  -0.0002  -0.0003  0.0005
Si  5.4169  2.8472  2.7999  -0.0001  -0.0004  -0.0008
Si  8.1708  0.1067  2.7087  -0.0005  0  0
Si  5.4402  8.2615  2.7347  0  -0.0001  0.0006
Si  8.2367  5.5821  2.7714  -0.0003  0.0001  -0.0002
Si  1.3737  4.1685  4.0337  -0.0003  -0.0001  0.0002
Si  4.0877  1.4644  4.162  -0.0003  0.0002  0.0007
Si  1.3601  9.5984  4.1308  -0.0003  0.0001  0.0004
Si  4.0769  6.8734  4.065  -0.0004  0.0001  0.0004
Si  6.8378  4.1817  4.1003  0  -0.0001  -0.0001
Si  9.5294  1.4485  4.0644  -0.0001  -0.0001  0.0003
Si  6.82  9.6052  4.0758  -0.0003  0  0.0004
Si  9.5904  6.8925  4.1345  -0.0003  0.0001  0.0003
Si  -0.0385  0.0489  5.4467  -0.0001  -0.0003  0.0001
Si  2.6841  2.7946  5.4622  0.0002  -0.0001  0.0004
Si  0.0413  5.4845  5.4537  -0.0003  0  0.0003
Si  2.7302  8.2019  5.4539  -0.0004  0  0.0004
Si  5.4586  0.0481  5.458  -0.0003  -0.0003  0.0004
Si  8.1728  2.7718  5.4495  -0.0002  -0.0002  0.0001
Si  5.4176  5.4911  5.4362  -0.0002  0  0
Si  8.1567  8.2154  5.4491  -0.0004  0.0001  0.0001
Si  1.3359  1.3827  6.7959  -0.0003  -0.0002  0.0003
Si  4.0816  4.1087  6.8167  -0.0005  -0.0002  0.0001
Si  1.4053  6.8036  6.8259  0.0001  -0.0001  0.0001
Si  4.1011  9.5395  6.801  0  -0.0001  0.0003
Si  6.8302  1.3717  6.8163  -0.0001  -0.0002  0.0001
Si  9.5578  4.1032  6.7954  -0.0001  -0.0002  0.0002
Si  6.7917  6.8243  6.7896  -0.0001  -0.0001  0.0001
Si  9.5161  9.5516  6.8223  -0.0002  0.0001  0.0001
Si  -0.0145  2.7103  8.1734  0  -0.0001  0.0003
Si  2.6825  -0.0293  8.1235  0  -0.0001  0.0005
Si  -0.0165  8.126  8.1392  -0.0004  0  0.0005
Si  2.7348  5.4263  8.2159  -0.0004  0  0.0004
Si  5.4255  2.6917  8.1472  0  -0.0001  0.0004
Si  8.1598  -0.0064  8.207  -0.0005  -0.0002  0.0002
Si  5.4422  8.16  8.1687  -0.0003  0  0.0004
Si  8.1369  5.415  8.1222  -0.0002  -0.0002  0.0003
Si  1.3717  4.0084  9.5482  -0.0003  -0.0004  0.0005
Si  4.0574  1.2904  9.4718  0  -0.0003  0.0002
Si  1.3376  9.4718  9.4917  0  0.0002  0.0002
Si  4.1216  6.7781  9.552  -0.0001  -0.0001  0.0004
Si  6.8233  4.0066  9.4961  -0.0001  -0.0002  0.0002
Si  9.522  1.3584  9.5595  -0.0001  -0.0003  0.0007
Si  6.8139  9.4696  9.5521  -0.0002  -0.0002  0.0007
Si  9.5036  6.7378  9.4789  0  0.0001  0.0004
Si  -0.0299  -0.076  10.8553  0.0002  -0.0004  0.0003
Si  2.7219  2.5833  10.8895  -0.0001  -0.0002  0.0005
Si  -0.092  5.3148  10.8367  -0.0008  -0.0002  -0.0001
Si  2.6924  8.1106  10.8655  -0.0001  0.0002  0.0006
Si  5.3951  -0.0656  10.8449  -0.0003  0.0001  -0.0002
Si  8.131  2.6636  10.955  -0.0002  0.0002  0.0003
Si  5.5045  5.3576  10.8545  -0.0002  -0.0005  0.0003
Si  8.1814  8.0597  10.8939  0  -0.0004  0.0003
Si  1.3702  1.1599  12.253  0.0001  -0.0002  0
Si  4.1398  3.9593  12.1538  0.0001  -0.0003  0
Si  1.2612  6.6941  12.0987  -0.0004  0.0001  0.0009
Si  4.0865  9.4432  12.2268  -0.0002  -0.0003  0.0004
Si  6.7194  1.2565  12.2473  -0.0002  -0.0003  0
Si  9.5249  3.9759  12.3548  -0.0001  -0.0002  0.0006
Si  6.9284  6.5931  12.2658  0.0003  0.0005  0.0004
Si  9.48  9.4828  12.2332  0  0.0003  -0.0001
Si  -0.0732  2.4143  13.6072  0  0  0.001
Si  2.7516  -0.1464  13.6989  -0.0004  -0.0003  0.001
Si  -0.0014  8.0969  13.495  0.0001  -0.0002  0.0006
Si  2.5791  5.2119  13.3232  -0.0001  0.0001  0.001
Si  5.455  2.6696  13.6497  0.0001  0.0002  -0.0002
Si  7.9475  -0.2081  13.6223  -0.0003  -0.0005  0.0005
Si  5.4273  7.9178  13.4238  0.0001  0.0001  0.0007
Si  8.2646  5.3359  13.8781  0.0003  -0.0003  0.0012
Si  1.5306  3.6464  14.7236  -0.0004  -0.0004  0.0004
Si  3.8547  1.5332  14.9327  -0.0005  -0.0003  0.0004
Si  1.6798  8.982  14.8718  0.0005  -0.0012  -0.0002
Si  3.8319  6.6708  14.5548  0.0002  -0.0001  0.0006
Si  7.0718  3.6568  15.0979  0.0005  -0.0003  0.0004
Si  9.1619  1.2738  14.9193  0  -0.0009  0.0008
Si  6.8269  8.9722  14.9377  -0.0002  -0.0006  0.0009
Si  9.4192  7.1218  15.0368  -0.0002  0.0002  0.0004
Si  21.9345  -4.5263  19.3939  0.0005  0.0003  0
Si  35.5611  25.9765  24.6426  0.0004  0.0001  0.0012
Si  -20.535  45.3351  21.7129  -0.0004  -0.0008  0.0001
Si  -28.5826  -26.6461  17.3957  0.0003  0.0006  -0.0011
Si  11.0129  15.4237  24.4027  -0.0005  0.0001  0.0012
Si  44.9257  23.2505  18.6893  -0.0011  -0.0002  0.0001
Si  -24.2707  -26.8819  19.8935  -0.0007  -0.0003  -0.0005
Si  5.4462  8.279  22.964  0.0003  0.0002  0.0022
Si  -0.3678  48.1574  21.5854  0.0004  -0.0004  0.0005
Si  9.6593  12.7322  25.1766  0  -0.0002  0.0013
Si  18.8541  -12.4203  24.1071  0  0.0003  0.0007
Si  18.6947  43.5525  20.2425  0.001  -0.0002  0.0004
Si  -6.9249  0.592  17.8425  -0.0004  -0.0003  -0.0002
Si  -16.2364  -21.7918  24.2533  0  -0.0009  0.0016
Si  -15.1407  -13.7083  20.3668  0.0003  0.0001  -0.0001
Si  -1.1834  22.0688  22.6495  -0.0001  0  0.0008
Si  43.6774  -2.5798  17.3536  -0.0002  0.0004  -0.0005
Si  -6.7589  24.1774  22.7913  -0.0001  -0.0002  0.0008
Si  9.6258  21.8402  17.8486  0.0008  0.0008  -0.0014
Si  -16.2482  -8.8097  20.0204  0.0005  -0.0004  0
Si  1.3573  15.3142  17.5787  0.0004  -0.0004  -0.0003
Si  17.3637  4.3571  18.159  -0.0002  -0.0009  -0.0006
Si  5.2595  -2.1518  17.7267  -0.0001  0.0001  -0.0015
Si  -6.7422  -25.8001  25.2314  0.0001  0.0004  0.001
O  7.1254  10.7423  -3.1806  -0.0001  -0.0003  -0.0001
O  4.0966  12.4166  -0.2203  -0.0002  0.0001  0.0005
O  -13.6202  -1.9615  -1.4898  -0.0005  0.0002  -0.0001
O  9.1001  26.3918  -6.3733  0.0001  -0.0002  -0.0001
O  -14.1735  -1.5527  -6.5104  0.0015  -0.0001  0.0002
O  0.8997  18.4688  -8.5451  -0.0001  -0.0005  0.0007
O  -31.018  46.5187  -8.9897  -0.0005  -0.0005  0.0017
O  11.2801  0.559  -4.7858  0.0006  0.0006  -0.0002
O  15.4841  -0.8086  -8.8624  0  -0.0001  0.001
O  -16.4265  -24.5071  -5.7981  0.0006  -0.0001  0.0015
O  11.2228  3.1375  -5.5899  0.0002  -0.0003  0.0002
O  21.145  -25.5093  -10.6904  0.0001  -0.0002  0.0003
O  9.986  9.3871  -9.1859  0.0003  0.0003  0.0002
O  14.0586  -5.2824  -1.8041  -0.0006  0.0002  -0.0002
O  -9.9981  15.2607  -11.1177  -0.0004  0  0.0008
O  -14.749  19.108  -3.7482  -0.0009  -0.0002  0.0001
O  2.3516  0.4974  17.8526  -0.0006  0.0001  0.0002
O  -12.524  12.3312  23.6844  0.0001  0.0001  -0.0003
O  4.3924  12.5648  18.9493  0.0004  -0.0004  0.0006
O  -3.6134  -4.2701  20.6966  -0.0001  -0.0001  0.0002
O  8.9439  0.5335  21.2488  0  -0.0002  0
O  58.5503  25.5367  23.6798  -0.0002  -0.0002  -0.0001
O  23.361  4.3744  23.7385  -0.0004  -0.0002  0
O  -17.3224  38.4936  15.8241  -0.0001  -0.0001  0.0007
O  -0.759  4.9821  23.1256  -0.0002  -0.0004  -0.0001
O  15.7317  -8.2314  21.3669  0.0005  0.0003  0.0007
O  -7.5352  8.1124  25.8809  0.0003  -0.0004  0.0001
O  9.4388  -25.6752  26.8036  -0.0005  -0.0002  0.001
O  16.3252  21.4903  25.8429  0  0.0003  -0.0004
O  16.8839  9.1385  16.3388  -0.0001  -0.0002  0.0006
O  28.2084  24.9533  19.2622  0.0003  0  0.0007
O  9.522  6.874  19.5172  0  -0.0004  0.0009
O  2.7107  2.6551  15.2978  0.0004  -0.0009  0.0002
O  -5.7256  5.2804  18.3304  -0.0004  -0.0003  0.0002
O  13.4039  -7.7214  25.8241  0.0003  -0.0001  -0.0005
O  1.7358  -20.4172  20.2462  -0.0003  -0.001  -0.0001
O  -11.041  1.0319  18.4947  0.001  -0.0003  -0.001
O  2.8106  18.7136  15.1006  -0.0009  0.0006  0.0002
O  17.1975  19.0383  18.7923  0.001  -0.0005  0.0007
O  -1.3663  0.4761  16.2921  0.0005  -0.0016  0.0033
O  19.2123  23.9908  25.9957  0.0005  -0.0002  0.0001
O  -19.1251  -5.5115  17.73  -0.0002  -0.0003  0.0006
O  4.5869  -3.7554  23.7048  -0.0001  0.0005  0.0003
O  10.565  3.1603  25.095  -0.0009  0.0003  -0.0009
O  4.9467  12.2484  23.709  -0.0008  0.0005  0.0007
O  -21.6136  -27.5985  18.4283  0.0005  -0.0005  -0.0005
O  7.8045  16.0786  18.5152  -0.0002  0  0.0004
O  -9.4897  31.5005  26.6682  -0.0005  -0.0002  -0.0016
O  15.6918  20.5724  23.4423  0.0019  0.0007  0.0001
O  20.2442  -12.0573  23.3217  0  0.0006  0.0003
O  -9.7856  -1.712  16.3902  -0.0002  -0.0006  0
O  32.2546  11.5332  25.8993  -0.0007  -0.0002  0.0004
O  0.2205  5.5733  25.6234  -0.0001  -0.0003  0.0001
O  24.363  1.9472  22.5959  0.0002  0.0001  -0.0002
O  8.2574  11.1306  18.699  -0.0001  0.0001  0.0004
O  17.7045  4.2474  26.7554  -0.0003  -0.0001  -0.0002
O  -2.6761  -8.3697  15.358  -0.0004  -0.0002  0.0001
O  -10.3128  5.7664  20.868  -0.0009  -0.0002  0.0005
O  -15.3524  11.6947  20.4492  0.0001  0.0004  0.0002
O  -5.4285  17.3228  26.064  -0.0007  -0.0001  0.0013
O  -17.3073  -9.8838  16.3567  -0.0005  0.0001  0.0008
O  -2.7563  18.9714  15.348  0  -0.0003  0.0005
O  -4.3682  -6.9758  16.6106  0.0001  0.0002  0.0012
O  -28.5654  29.3913  17.6317  0.0004  0.0004  0.0003

Results
free energy: -113257.733 eV
free energy less fixed offsets of O -570.45, Si -639.56 eV per atom: -1.733 eV

The program warned: the cutoff lies below the one the program advises for these potential files; the forces do not sum to zero within the program's tolerance; empty levels may hold ghost states of the PAW files; the exchange-correlation potential is rough where the density is thin.
